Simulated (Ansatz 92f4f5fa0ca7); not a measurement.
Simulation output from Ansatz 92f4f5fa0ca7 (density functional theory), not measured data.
Periodic cell of 200 atoms, Si117O83, from a study of silicon, its oxide and their interface. The atomic structure is a simulated model.

Settings: functional r2SCAN; potential files Ansatz norm-conserving; basis plane waves; wave-function cutoff 1300 eV; density cutoff ratio 4; exchange-correlation grid ratio 1; k mesh 2 x 2 x 1, shifted by 0.5 0.5 0.5 of a step; self-consistency stop 5e-08 eV per atom in the density residual; occupations Fermi-Dirac, 0.05 eV; spin none; net charge 0.

Cell vectors (angstrom)
a, 11.5403, 0, 0
b, 0, 11.5403, 0
c, 4.2483, -2.2, 26.8484

Atoms and the computed forces on them: element, x, y, z (angstrom), force x, y, z (eV/angstrom)
Si, 2.4913, 7.6502, -0.4779, 0.0267, 0.2464, -0.328
Si, 2.7858, 1.686, 0.4517, 0.321, -1.0674, -0.0637
Si, 1.0386, 3.1629, -0.0455, -0.4309, 1.0427, -0.6477
Si, 10.1599, 9.7572, -1.4959, 0.1357, -0.0222, -0.0849
Si, 4.173, 3.4861, 0.9124, 0.7788, 0.0428, -0.1479
Si, 5.0004, 5.833, -0.745, -0.2719, -0.1924, -0.1924
Si, 11.3408, 7.8863, 0.5043, 0.2754, 0.1931, -0.0148
Si, 8.756, 1.5395, 1.1948, -0.2984, -0.2149, -0.0772
Si, 9.3595, 3.5708, -0.0584, 0.4099, -0.6008, 0.4461
Si, 7.6599, 9.2, 1.8824, 0.7607, 0.5066, 0.3661
Si, 7.3608, 1.4122, 3.1767, 0.0538, -0.2928, 0.0896
Si, 7.0805, 6.8053, 1.5675, -0.9872, -0.374, -0.5969
Si, 7.9309, 11.0494, 0.2141, -0.2495, 0.1654, -0.3111
Si, 10.7947, 1.2114, 2.2928, -0.0847, -0.0179, 0.6236
Si, 9.198, 5.6847, 1.3205, 0.8825, 0.3057, -0.1115
Si, 13.6302, 8.3349, 2.3404, -0.0867, 0.2408, -0.5104
Si, 13.2805, 0.8138, 2.3229, -0.1883, -0.3118, 0.1695
Si, 14.0858, 4.3932, 2.2279, -0.4404, 0.5134, 0.1899
Si, 6.5314, -0.9441, 3.6011, -0.1309, 0.1422, -0.0477
Si, 5.9086, 3.2047, 3.3533, 0.0499, -0.459, -0.4131
Si, 6.2961, 5.6736, 3.5611, -0.3165, -0.1367, 0.1964
Si, 9.9414, -1.5624, 3.7695, 0.1865, -0.0308, -0.2348
Si, 10.3242, 2.9195, 3.9408, 0.3331, 0.1815, 0.0432
Si, 10.0654, 5.3266, 3.608, 0.1655, -0.1188, 0.1517
Si, 13.896, -1.2149, 3.5285, 0.0417, -0.0276, 0.0194
Si, 13.9185, 2.565, 3.7442, -0.1447, 0.2023, -0.0334
Si, 14.0083, 6.3168, 3.525, 0.0208, 0.0287, 0.1725
Si, 4.4109, -1.2754, 4.815, 0.0838, -0.0862, 0.0297
Si, 4.3146, 2.5326, 5.0354, 0.2619, 0.2122, -0.1104
Si, 4.3682, 6.2599, 4.9186, 0.049, -0.1021, 0.0108
Si, 8.1395, -1.4839, 5.2217, -0.1668, 0.1118, 0.0479
Si, 8.4013, 2.2392, 5.0828, 0.3932, -0.2835, -0.0202
Si, 8.1717, 5.9684, 4.9388, 0.1627, 0.2189, -0.0519
Si, 12.0675, -1.5725, 4.9661, -0.1562, -0.0244, 0.137
Si, 12.188, 2.4906, 5.2525, -0.0327, 0.1191, 0.0783
Si, 12.0744, 6.1131, 4.861, -0.0655, 0.0201, -0.1632
Si, 4.3861, 8.2319, 6.2381, -0.0779, -0.02, -0.0953
Si, 4.4021, 0.546, 6.3463, 0.1151, 0.1087, -0.0143
Si, 4.2601, 4.4047, 6.45, -0.021, -0.0015, 0.0323
Si, 8.1359, 7.9736, 6.285, 0.0073, -0.1862, -0.0529
Si, 8.3035, 0.433, 6.533, 0.2013, 0.1119, 0.1458
Si, 8.0679, 4.1741, 6.3928, 0.0066, -0.0481, 0.2359
Si, 12.1024, 8.0252, 6.2791, 0.1022, -0.135, -0.0306
Si, 12.1489, 0.402, 6.3549, -0.1707, 0.0271, -0.2277
Si, 12.1726, 4.4235, 6.5154, -0.165, -0.1007, -0.0624
Si, 6.2306, 8.0182, 7.7069, 0.0561, 0.0669, 0.031
Si, 6.304, 0.5174, 7.7574, -0.1386, -0.1249, -0.0574
Si, 6.179, 4.2992, 7.8192, -0.002, 0.0343, -0.0722
Si, 10.1301, 8.0625, 7.5307, 0.0918, 0.0551, -0.1295
Si, 10.2883, 0.4916, 7.727, 0.0851, -0.0676, -0.0993
Si, 10.1046, 4.2901, 7.6026, 0.1369, -0.0291, -0.1123
Si, 14.0209, 8.1246, 7.7484, -0.0702, -0.06, -0.0849
Si, 14.0248, 0.4641, 7.8089, -0.0235, -0.0752, 0.0516
Si, 14.0026, 4.3638, 7.998, 0.0048, 0.0384, 0.0136
Si, 6.2828, -1.5226, 8.9342, -0.0288, -0.0146, -0.1806
Si, 6.2449, 2.3999, 9.1841, -0.0428, 0.1155, 0.007
Si, 6.1315, 6.1612, 9.2863, 0.0053, -0.1212, -0.0343
Si, 10.2867, -1.5359, 8.8147, -0.228, -0.0627, -0.0045
Si, 10.3213, 2.4509, 9.0065, -0.3305, 0.0468, -0.0335
Si, 10.0076, 6.1898, 8.9082, -0.2432, -0.027, -0.0878
Si, 14.0088, -1.4998, 9.1841, 0.0451, 0.033, 0.0722
Si, 13.9424, 2.3513, 9.3149, -0.0235, 0.0674, -0.1045
Si, 14.0234, 6.3007, 9.3464, 0.0315, 0.0039, 0.1139
Si, 4.5129, -1.5812, 10.4579, -0.0742, -0.0941, -0.1862
Si, 4.3564, 2.3007, 10.6368, -0.0055, 0.0723, -0.0591
Si, 4.3253, 6.1597, 10.9586, -0.0345, -0.1706, 0.0843
Si, 8.3168, -1.5459, 10.0283, 0.2284, -0.0067, -0.2731
Si, 8.3526, 2.4311, 10.2495, 0.2004, 0.2068, -0.3361
Si, 8.1909, 6.1596, 10.4349, 0.2035, -0.0636, 0.0453
Si, 11.9585, -1.4448, 10.4709, 0.0388, -0.0939, -0.0289
Si, 11.9794, 2.4639, 10.7237, 0.0078, -0.0392, -0.0424
Si, 11.8439, 6.2727, 10.2961, 0.0321, 0.06, -0.0495
Si, 4.8591, 8.2371, 12.042, 0.1709, 0.3059, 0.157
Si, 4.8295, 0.3166, 11.7474, 0.1317, -0.1298, 0.1071
Si, 4.4343, 3.9379, 12.3618, 0.2917, -0.4747, 0.2662
Si, 8.7209, 8.2049, 11.4474, -0.5023, 0.2237, 0.4563
Si, 8.8268, 0.3805, 11.1907, -0.4496, -0.0803, 0.5527
Si, 8.8862, 4.2282, 11.7131, -0.2757, -0.2, 0.1926
Si, 11.103, 8.1589, 11.4897, 0.1456, 0.2245, 0.3003
Si, 11.1481, 0.4421, 11.7162, -0.0358, -0.1147, 0.5568
Si, 11.3057, 4.5404, 11.7777, 0.1229, 0.3262, 0.5255
Si, 7.065, 8.7996, 13.0796, 0.7681, 0.2514, 0.2658
Si, 7.0369, 0.3293, 12.6618, 0.7591, 0.0236, 0.7279
Si, 7.4204, 3.3642, 13.3984, 0.37, -0.0916, -0.0016
Si, 13.6894, 7.6003, 15.0338, 0.6941, -0.4686, 0.1924
Si, 12.3551, 0.3414, 14.5426, -0.1059, 0.0178, 0.1523
Si, 12.9531, 2.4533, 16.6221, -0.0149, 0.0212, 0.0431
Si, 3.8585, 8.9327, 14.0832, 0.294, -0.1795, 0.272
Si, 3.8038, -0.1359, 13.8004, -0.1286, 0.3189, -0.0462
Si, 4.1152, 2.4796, 15.126, 0.0009, -0.1126, 0.3359
Si, 6.3766, 4.5273, 15.7983, 0.1054, -0.1978, 0.0268
Si, 12.7641, 9.3048, 16.3853, -0.2901, 0.1052, 0.3118
Si, 10.8026, 4.932, 20.5371, 0.0238, 0.0206, -0.086
Si, 11.889, 6.6982, 13.9808, -0.4612, -0.1457, 0.2043
Si, 6.1394, 7.4662, 15.5106, 0.0958, 0.1668, 0.0257
Si, 8.5141, -2.202, 20.311, 0.1933, -0.1633, -0.1671
Si, 15.6453, -1.9249, 23.2685, 0.0681, -0.0785, -0.1551
Si, 14.5254, -2.3102, 18.8345, -0.0777, 0.0341, -0.1213
Si, 6.7307, 0.6245, 21.8097, -0.0285, 0.0358, 0.0032
Si, 13.4119, 5.413, 17.0456, -0.1489, -0.0273, 0.038
Si, 9.2956, 9.3084, 25.8029, 0.2424, -0.1313, -0.0878
Si, 13.1485, -2.0871, 21.6683, -0.0536, -0.1648, 0.0214
Si, 8.3578, 9.7482, 23.1405, -0.0551, -0.1291, -0.0889
Si, 11.7393, 0.5479, 22.0012, -0.0307, -0.1034, -0.062
Si, 9.2544, 0.7468, 20.4629, -0.1596, 0.0857, -0.1103
Si, 6.6627, 6.2674, 18.1767, -0.3601, -0.0843, -0.0604
Si, 8.8357, 6.657, 18.8886, 0.163, 0.0415, 0.0722
Si, 13.2282, 6.4382, 21.3968, -0.0269, 0.0442, -0.0375
Si, 16.3787, 1.0238, 23.9525, 0.269, 0.0015, -0.4119
Si, 8.0766, 7.1588, 24.3781, -0.1045, -0.1361, -0.2587
Si, 10.9529, 7.0858, 16.7803, 0.0104, 0.1426, 0.179
Si, 13.3915, 1.9005, 24.4194, -0.0371, 0.3179, -0.7066
Si, 11.6518, 2.1148, 19.4689, 0.1014, 0.1234, -0.2636
Si, 12.9976, 5.0848, 23.9861, -0.0276, 0.0767, -0.2175
Si, 17.0184, -1.7209, 20.5707, 0.047, -0.0204, -0.0431
Si, 10.0821, 4.992, 23.5374, -0.1478, 0.2552, -0.1585
Si, 3.6771, 6.3226, 19.0767, 0.0647, -0.0868, 0.0596
O, 0.9541, 7.17, -0.4064, -0.0887, 0.0945, 0.245
O, 8.8424, 10.6311, -1.1088, -0.1307, 0.003, 0.2374
O, 1.3334, 4.3518, 1.0687, -0.1468, -0.5001, -0.0339
O, 10.9793, 9.349, -0.1477, -0.1285, -0.2511, 0.01
O, 2.8694, 8.4813, 0.8782, -0.2581, -0.2762, 0.1327
O, 5.3771, 2.8516, 1.8041, -0.3492, 0.64, -0.0408
O, 6.0495, 6.5882, 0.2389, 0.4228, 0.0474, 0.3757
O, 12.0108, 8.1946, 1.9652, 0.008, -0.0702, -0.1569
O, 10.951, 2.9717, -0.0185, -0.1442, 0.2669, -0.0163
O, 9.2442, 9.0503, 2.5475, -0.3112, 0.1562, 0.1469
O, 10.118, 6.8517, 0.5561, -0.2581, -0.1772, 0.144
O, 10.2536, -0.1118, 3.124, -0.0371, 0.1633, -0.0992
O, 6.0256, 3.9652, 12.7688, -0.0704, -0.0823, 0.1464
O, 3.673, 3.3004, 13.75, 0.2388, 0.3174, -0.5101
O, 11.5114, 8.0055, 13.0837, -0.1706, -0.3708, -0.2901
O, 13.7766, 0.3633, 13.7534, 0.0409, 0.0361, 0.178
O, 11.2286, 0.3143, 13.383, 0.1544, 0.0533, -0.4635
O, 14.5246, 2.2603, 16.2829, 0.0158, 0.1061, -0.3679
O, 11.8593, 5.2259, 13.2366, -0.2124, 0.0527, -0.4282
O, 3.5007, 6.4116, -0.5755, 0.1626, 0.0155, 0.063
O, 13.4009, 5.205, 22.4252, -0.163, 0.1111, 0.2092
O, 7.4509, 8.452, 23.605, 0.3996, 0.1621, 0.1194
O, 11.46, 5.6006, 24.1619, 0.0764, -0.219, -0.0775
O, 9.6349, 3.7817, 24.5257, 0.0903, 0.1418, 0.3196
O, 4.8698, 4.257, -0.3645, 0.0487, 0.0669, 0.1017
O, 1.335, 3.7317, -1.5567, -0.2378, -0.0548, 0.1823
O, 10.6818, 9.4246, 26.6261, -0.1176, -0.1564, -0.231
O, 15.3664, -3.1141, 24.3469, -0.1499, -0.0418, 0.0224
O, 2.5936, 8.5725, -1.8096, 0.2047, -0.1317, 0.371
O, 12.9795, -3.6511, 22.1245, 0.1185, 0.0469, -0.1773
O, 6.8995, -2.4279, 20.211, -0.0288, 0.2078, 0.0895
O, 13.1374, 3.5309, 24.4253, -0.0039, -0.1827, 0.0537
O, 7.3189, 7.9561, 14.4843, -0.5715, 0.0557, -0.0259
O, 7.4651, -0.499, 22.7602, -0.0076, 0.0267, -0.1158
O, 7.6348, 4.0098, 14.8884, -0.4844, 0.0225, 0.0498
O, 7.0658, 10.4256, 13.5365, -0.2797, -0.244, -0.6304
O, 10.825, 6.6166, 15.2288, 0.2057, -0.0227, -0.0833
O, 6.8066, 4.8551, 17.3319, -0.2066, 0.3468, -0.2125
O, 11.3534, 8.6705, 16.9561, -0.0158, -0.176, 0.0095
O, 12.1139, 1.651, 15.4853, 0.1909, -0.2242, -0.1656
O, 9.5407, 6.6883, 17.4257, 0.1073, 0.0189, 0.087
O, 14.7619, -3.8383, 18.3558, 0.0637, -0.074, 0.0971
O, 4.5863, 0.9414, 14.7948, -0.2695, -0.0073, -0.2097
O, 7.3108, 1.7176, 13.5715, -0.3467, 0.3343, -0.2572
O, 4.917, 8.5126, 15.3147, 0.0366, -0.1886, -0.1791
O, 5.7782, 5.9081, 15.1364, 0.0671, 0.0758, 0.3352
O, 5.2933, 3.3277, 15.8279, -0.0272, 0.1439, -0.21
O, 9.4673, 5.4558, 19.7869, 0.1344, 0.1438, 0.0021
O, 16.3226, -0.626, 23.98, -0.0992, 0.1356, -0.113
O, 13.5246, -2.1396, 20.095, 0.131, -0.0156, 0.1089
O, 8.9199, -0.7122, 19.8019, -0.0047, 0.0142, 0.3041
O, 12.7105, 4.0483, 16.5203, 0.2077, 0.0339, 0.0336
O, 10.3639, 4.451, 22.034, 0.1232, 0.0581, 0.0906
O, 13.7815, -1.6279, 17.5525, -0.0803, -0.2236, -0.0385
O, 14.2481, -1.4076, 22.6406, 0.0876, -0.11, -0.0425
O, 12.3078, 1.1659, 23.4023, 0.2377, 0.1206, 0.0914
O, 12.3963, 1.3211, 20.6979, -0.324, -0.0388, 0.1792
O, 16.5013, -2.4318, 21.9608, -0.1207, 0.3005, -0.0019
O, 12.3166, -0.9785, 15.467, 0.0631, 0.0878, -0.0872
O, 5.7151, -0.1387, 20.8034, 0.1831, -0.1382, 0.1733
O, 9.1145, -2.3203, 21.8156, -0.2412, 0.2053, 0.0086
O, 14.2175, 6.2333, 15.8868, 0.0093, 0.2698, 0.0386
O, 14.6295, 6.4143, 20.5813, -0.1937, 0.0787, -0.1334
O, 9.3991, 10.0677, 24.3474, -0.1604, -0.1652, 0.2021
O, 12.1539, 6.3013, 17.556, 0.0412, -0.023, -0.1698
O, 7.9644, 9.8773, 26.5367, -0.081, 0.2213, -0.1582
O, 12.5121, 1.9182, 18.1008, -0.1031, 0.1406, 0.0054
O, 11.8768, 6.1543, 20.5448, 0.1188, -0.1392, 0.1634
O, 15.9849, -1.7811, 19.32, -0.1323, -0.1407, 0.1464
O, 9.0863, 7.7124, 25.5291, -0.1347, 0.19, -0.0234
O, 13.9652, 6.118, 24.7538, -0.0514, 0.0243, 0.0523
O, 14.8832, 1.6252, 23.7892, -0.0927, -0.058, 0.2619
O, 9.1793, -3.4074, 19.4873, -0.1504, -0.0136, 0.0856
O, 10.1255, 0.7293, 21.8505, 0.1346, -0.0292, -0.2078
O, 11.9084, -1.0741, 21.8728, 0.1723, 0.1835, -0.0287
O, 6.5339, 7.507, 17.0885, -0.1671, -0.3868, -0.1339
O, 8.9342, 6.1488, 23.4312, 0.1443, -0.0822, 0.2885
O, 5.2973, 6.176, 19.107, 0.115, 0.0973, -0.3754
O, 11.5206, 3.7008, 19.7733, -0.0886, -0.0709, 0.1225
O, 10.1158, 1.548, 19.3367, 0.1017, -0.0862, 0.3861
O, 7.8363, 1.4303, 20.9257, 0.0928, -0.3456, 0.0982
O, 14.4715, 5.12, 18.2589, -0.0266, 0.3141, -0.1432
O, 5.8051, 1.5597, 22.7444, -0.1571, -0.2926, 0.1319

Results
free energy: -52297.552 eV
free energy less fixed offsets of O -463.61, Si -117.95 eV per atom: -17.772 eV
pressure: -1.88 GPa
stress xx, yy, zz, yz, xz, xy (GPa, positive in tension): 1.34, 3.03, 1.27, -0.21, -0.11, 0.51
